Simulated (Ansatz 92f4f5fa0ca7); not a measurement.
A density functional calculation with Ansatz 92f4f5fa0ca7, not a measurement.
Periodic cell of 220 atoms, Si132O88, from a study of silicon, its oxide and their interface. The atomic structure is a simulated model.
This geometry differs little from another in the collection (a relaxation step or a small displacement).

Settings
functional: r2SCAN
potential files: Ansatz PAW
basis: plane waves
wave-function cutoff: 800 eV
density cutoff ratio: 5
exchange-correlation grid ratio: 1
k mesh: 1 x 1 x 1, shifted by 0.5 0.5 0 of a step
self-consistency stop: 1e-10 eV per atom in the density residual
occupations: fixed
spin: none
net charge: 0

Cell vectors (angstrom)
a	10.88	0	0
b	0	10.88	0
c	0	0	31.3488

Atoms: element, x, y, z (angstrom)
Si	-0.2027	0.0298	0.1443
Si	2.9956	2.3929	-0.1758
Si	-0.2845	5.853	-0.1063
Si	3.0323	8.1389	0.1569
Si	5.2936	0.1923	0.0546
Si	8.7925	2.5213	-0.1298
Si	4.959	5.6738	-0.0804
Si	8.5753	8.2751	-0.3865
Si	1.4208	1.3269	1.2471
Si	3.9544	4.0353	1.1978
Si	1.3373	6.9151	1.2229
Si	4.1998	9.5893	1.5146
Si	6.9319	1.488	1.0849
Si	9.6171	4.1839	1.3092
Si	6.5763	6.6815	1.2864
Si	9.458	9.4831	1.4149
Si	0.0962	2.7629	2.6161
Si	2.7114	0.0214	2.7253
Si	-0.0076	8.1589	2.6933
Si	2.645	5.4503	2.577
Si	5.4824	2.7662	2.5129
Si	8.1028	0.062	2.6111
Si	5.4758	8.1289	2.7873
Si	8.1112	5.4355	2.6056
Si	1.3908	4.1032	4.021
Si	4.1327	1.412	3.9588
Si	1.3293	9.5368	4.0442
Si	4.0176	6.772	3.9965
Si	6.7705	4.0869	3.9762
Si	9.5333	1.3942	3.9277
Si	6.8289	9.5583	4.0422
Si	9.494	6.7832	3.9862
Si	-0.0214	0.0519	5.3525
Si	2.7805	2.7608	5.3526
Si	-0.0172	5.4366	5.3473
Si	2.6861	8.15	5.3583
Si	5.4359	0.0241	5.3547
Si	8.162	2.7188	5.315
Si	5.4204	5.4437	5.3417
Si	8.2003	8.189	5.367
Si	1.3817	1.3927	6.6817
Si	4.113	4.0949	6.7462
Si	1.3294	6.8046	6.7172
Si	4.0708	9.5185	6.6781
Si	6.8204	1.3577	6.7086
Si	9.5245	4.0661	6.6893
Si	6.8012	6.812	6.6755
Si	9.535	9.5571	6.7351
Si	0.022	2.7363	8.0641
Si	2.723	0.0056	8.0243
Si	0.0014	8.1881	8.0803
Si	2.7229	5.4655	8.0579
Si	5.4786	2.7114	8.0814
Si	8.1526	-0.0007	8.1042
Si	5.4418	8.1695	8.0293
Si	8.1566	5.4243	8.0208
Si	1.3976	4.1008	9.4222
Si	4.0931	1.3307	9.3929
Si	1.3984	9.5396	9.4158
Si	4.1002	6.8178	9.3983
Si	6.8567	4.0591	9.4363
Si	9.5367	1.3762	9.4288
Si	6.7561	9.5024	9.4428
Si	9.476	6.8107	9.371
Si	0.0319	0.0174	10.7543
Si	2.7837	2.7134	10.7501
Si	0.0074	5.5095	10.6978
Si	2.8014	8.214	10.7747
Si	5.3938	-0.02	10.8125
Si	8.205	2.7134	10.8517
Si	5.4523	5.4199	10.7236
Si	8.075	8.0819	10.7761
Si	1.4038	1.4048	12.0961
Si	4.2075	4.0187	12.1065
Si	1.3912	6.8596	12.0212
Si	4.0692	9.5406	12.2823
Si	6.7743	1.2972	12.1628
Si	9.6021	4.1767	12.109
Si	6.6911	6.7274	12.2001
Si	9.4957	9.4754	11.9829
Si	0.0826	2.8222	13.4367
Si	2.6922	0.1051	13.5832
Si	0.1118	8.3133	13.3386
Si	2.7131	5.3816	13.2598
Si	5.5618	2.6991	13.6153
Si	8.1303	-0.1644	13.4167
Si	5.3887	8.1247	13.6849
Si	8.1048	5.3313	13.5016
Si	1.7373	3.8922	14.7848
Si	3.9153	1.6304	14.8609
Si	0.8577	10.0503	14.709
Si	3.9284	6.5801	14.79
Si	7.347	3.6162	14.9144
Si	9.5108	1.3639	14.4852
Si	7.338	8.9399	14.8369
Si	8.8248	6.9792	14.9816
Si	4.0372	3.634	21.4584
Si	4.1244	5.6317	19.0941
Si	14.2743	-9.9679	20.204
Si	-1.0695	-0.0743	23.2202
Si	4.0169	0.0088	17.3936
Si	12.1738	-1.0428	17.5409
Si	11.5451	0.8453	21.2199
Si	16.942	8.636	17.4225
Si	10.6163	-5.0615	20.4693
Si	1.1777	3.6742	22.1223
Si	9.7793	-1.2443	19.0329
Si	13.9754	-3.8335	26.5276
Si	1.2936	-2.3799	20.2082
Si	7.8438	6.0227	21.7446
Si	16.741	5.4518	16.7374
Si	3.769	9.4881	21.9576
Si	17.9867	3.1491	21.8127
Si	1.0041	-1.9161	26.5904
Si	3.2191	-1.1622	25.0796
Si	6.7897	-3.0002	26.8764
Si	8.6847	3.9856	26.4908
Si	9.9126	6.7865	17.8093
Si	4.4399	-6.3648	25.6948
Si	7.2562	1.2034	27.0869
Si	16.6703	-2.9518	20.2175
Si	12.7858	6.044	16.9626
Si	9.6203	2.9512	23.8136
Si	2.1576	2.1964	28.9584
Si	-1.8701	-1.191	25.8856
Si	-4.0812	-15.8878	24.7734
Si	4.1192	1.6553	26.4084
Si	1.6202	-0.8978	29.4261
Si	5.228	5.8284	28.2413
Si	-3.9934	9.9433	29.0124
Si	10.3505	3.886	28.9779
Si	8.6276	0.7441	20.7363
O	-3.7117	-3.2164	0.1093
O	0.2051	-0.9459	-1.1363
O	1.9627	0.6561	-1.959
O	0.7008	2.8658	-2.7635
O	0.1776	5.0314	-1.4559
O	-2.7237	9.1089	-1.7401
O	3.9518	6.9209	-0.4177
O	2.6498	9.044	-1.1393
O	5.7367	-0.7289	-1.2294
O	4.2416	1.3318	-0.4681
O	9.0598	3.2447	-1.5962
O	9.6225	1.1407	-0.4217
O	5.3522	5.2131	-1.6181
O	8.2323	8.3464	-5.024
O	16.0596	4.9147	-13.2543
O	9.5825	7.0234	-0.6883
O	-5.3967	3.178	22.1133
O	2.4294	8.8396	21.3028
O	17.8797	-3.7893	20.879
O	4.2136	4.9289	20.5294
O	1.1142	9.1861	16.0778
O	-0.2665	11.1968	15.1879
O	7.0128	4.3763	16.3527
O	7.4394	-6.3056	21.1342
O	8.4536	2.4197	15.2691
O	2.904	6.9512	16.0407
O	7.1098	9.3876	16.4329
O	10.3321	7.3159	14.4778
O	6.1423	7.0537	16.9874
O	4.5783	1.0022	16.2441
O	0.879	6.9626	20.4251
O	2.4072	10.968	17.2784
O	2.8192	2.7726	15.3061
O	12.7178	-23.8207	18.7017
O	1.387	4.7287	16.1554
O	5.1369	4.6006	27.1736
O	9.4502	-4.6808	21.5473
O	4.9017	5.4156	15.4343
O	9.8671	5.6979	19.0213
O	14.1646	-5.2038	25.6468
O	5.6794	1.3483	26.7365
O	22.3338	-4.0213	17.3539
O	16.4198	-6.0055	24.5524
O	18.3786	1.9111	20.8069
O	17.3008	8.8026	18.9985
O	-1.5091	8.2138	18.3864
O	15.1624	0.4845	18.9213
O	15.9729	8.7247	21.4349
O	-0.1294	9.3153	20.3161
O	8.5291	-0.3242	19.5106
O	4.6276	-1.4887	17.1834
O	12.366	-3.4956	26.6006
O	19.4692	-0.0693	22.1422
O	4.602	-3.7474	19.4472
O	-3.3898	-4.7272	23.3332
O	10.8457	-7.052	23.193
O	-0.1451	10.4376	18.0005
O	1.3271	2.0953	21.9515
O	14.8199	-10.7302	21.5123
O	18.6881	-5.6916	25.8497
O	12.6812	0.4868	20.0978
O	3.8955	6.7443	27.9276
O	11.4611	4.4822	20.8409
O	9.4487	-1.1914	24.3202
O	2.6884	5.6417	18.3422
O	3.6473	0.2951	25.6503
O	3.5744	2.484	20.4239
O	10.1346	1.3671	20.591
O	8.1371	3.081	23.0979
O	6.1939	-3.6601	25.4912
O	8.9752	-4.4244	16.5398
O	1.6022	-1.2401	25.2385
O	11.2233	-0.2312	22.4153
O	13.6415	4.0383	22.4362
O	-0.5082	-1.4044	26.7261
O	3.9849	-7.902	25.4477
O	1.7085	-1.3447	27.9043
O	3.7614	-2.4588	25.92
O	8.1323	11.046	26.1446
O	9.9359	-9.5006	23.9037
O	-3.0444	2.7065	27.0156
O	14.5685	-1.3891	23.5595
O	3.1914	2.0815	27.6877
O	-4.6239	-1.6771	27.6845
O	9.6191	-7.4135	25.3132
O	-3.493	0.5504	28.5671
O	6.5851	-4.1791	27.9826
O	9.6709	4.5216	27.6525

Results
free energy: -134617.369 eV
free energy less fixed offsets of O -570.45, Si -639.56 eV per atom: 4.151 eV

Forces (eV/angstrom), in the order of the atoms: element, x, y, z
Si	0.0237	-0.0634	-0.2207
Si	0.0821	0.0681	-0.0761
Si	-0.0636	-0.0628	-0.2321
Si	-0.0838	0.0492	-0.2319
Si	-0.0402	-0.1155	-0.2214
Si	0.0082	-0.0675	-0.2937
Si	-0.0516	-0.0134	-0.3115
Si	-0.008	0.0504	-0.165
Si	0.0209	-0.0309	-0.0111
Si	-0.0236	0.0102	0.026
Si	0.0374	0.0139	0.0544
Si	0.0026	-0.0014	0.0018
Si	0.0082	0.03	0.0615
Si	0.0018	0.0461	-0.0008
Si	0.1023	0.0853	0.0119
Si	-0.0313	0.0034	0.0121
Si	0.0066	0.0036	0.0266
Si	-0.0369	-0.0122	-0.003
Si	0.0059	-0.0185	-0.0199
Si	-0.0191	-0.0328	-0.0297
Si	-0.0013	-0.0269	-0.0021
Si	-0.0176	-0.0142	-0.0019
Si	0.0006	0.04	-0.0206
Si	-0.0107	-0.0357	0.0013
Si	-0.0113	0.0109	0.0155
Si	-0.0016	0.0231	0.0158
Si	0.0122	0.0133	-0.0089
Si	0.0127	0.0006	0.0344
Si	-0.0043	0.0035	-0.0037
Si	0.0113	0.0047	0.0168
Si	0.011	-0.0084	0.0174
Si	0.0009	0.0175	0.0114
Si	-0.0061	-0.0214	0.003
Si	0.0099	-0.0195	-0.004
Si	-0.0016	-0.007	-0.0007
Si	-0.002	0.0057	0.0224
Si	0.0023	-0.0173	-0.0043
Si	0.0009	0.0061	0.0173
Si	-0.0039	0.0004	0.0119
Si	-0.0044	0.0082	0.0063
Si	0.002	0.0184	0.0064
Si	0.0104	-0.004	-0.0021
Si	-0.0143	-0.0001	-0.0036
Si	-0.0016	0.009	0.0041
Si	0.0038	0.0006	-0.0086
Si	-0.0036	-0.004	-0.0034
Si	0.0082	0.0047	0.0023
Si	-0.0007	-0.005	-0.0045
Si	-0.0079	0.0027	0.0011
Si	-0.001	-0.0034	0.0034
Si	0.0048	-0.0055	0.0077
Si	-0.003	0.0004	0
Si	0.0084	0.0079	0.0081
Si	-0.0223	0.0043	0.0032
Si	-0.003	-0.013	0.0012
Si	0.0017	-0.01	0.0059
Si	-0.0255	-0.0056	-0.0111
Si	-0.0138	0.0086	-0.0082
Si	0.0064	0.0062	-0.0029
Si	0.0122	-0.0031	0.0041
Si	-0.0035	0.0019	-0.0224
Si	0.0167	0.0217	-0.0042
Si	0.0217	0.0119	-0.0055
Si	-0.018	0.0031	-0.0159
Si	-0.0136	0.0022	-0.0442
Si	0.0277	-0.0062	-0.0383
Si	-0.0125	0.0053	0.0104
Si	-0.0024	0.0046	-0.0019
Si	0.0091	0.0251	0.0086
Si	-0.0044	-0.012	-0.0246
Si	0.0066	0.005	-0.0117
Si	0.0175	-0.0257	-0.003
Si	-0.0379	0.0139	0.022
Si	0.023	0.0189	-0.0083
Si	0.0534	-0.057	-0.0099
Si	0.0181	-0.0104	-0.0086
Si	-0.0005	-0.0268	-0.0184
Si	-0.0155	0.0376	0.0197
Si	-0.0355	0.0242	0.0084
Si	-0.0161	0.0003	0.0104
Si	0.0404	0.0013	0.0166
Si	0.0127	-0.0244	-0.077
Si	-0.1877	-0.0651	0.019
Si	-0.0398	0.0233	-0.0082
Si	0.021	-0.0187	-0.0403
Si	-0.0088	0.0042	-0.0113
Si	0.0615	0.0097	-0.0358
Si	0.0185	-0.033	-0.0386
Si	-0.0481	0.0261	0.1676
Si	0.0329	0.0057	0.3095
Si	-0.0696	0.0062	0.2788
Si	-0.0058	-0.0713	0.1747
Si	-0.0218	-0.0548	0.2159
Si	-0.044	0.0003	0.0869
Si	-0.0016	0.0396	0.1287
Si	0.034	-0.0019	0.1176
Si	-0.0136	-0.0178	0.0451
Si	0.0121	0.012	0.1223
Si	-0.0297	0.0198	0.0794
Si	0.0018	0.0228	-0.0251
Si	-0.0048	-0.0302	0.1745
Si	-0.0105	0.025	0.2209
Si	-0.0119	0.0092	0.059
Si	-0.0307	-0.0249	0.1717
Si	0.0088	-0.0089	0.0836
Si	0.0017	-0.0082	0.028
Si	-0.0169	0.0182	0.1179
Si	-0.0259	-0.003	-0.0939
Si	-0.014	-0.0072	0.0936
Si	0.0178	-0.0179	0.0155
Si	-0.0192	0.0539	0.2147
Si	-0.0014	0.0164	0.0088
Si	0.0132	-0.0005	0.025
Si	-0.0036	-0.0173	-0.0795
Si	-0.001	-0.0023	-0.024
Si	0.0098	-0.0231	-0.0996
Si	-0.0209	-0.0029	-0.1307
Si	0.0167	0.0167	0.1837
Si	0.0071	0.0029	-0.0841
Si	0.0153	0.009	-0.103
Si	-0.0015	-0.0071	0.0822
Si	-0.0353	0.0338	0.2273
Si	0.006	-0.0019	-0.0204
Si	0.0418	-0.0976	-0.193
Si	0.0094	0.0009	-0.0666
Si	0.0074	-0.0024	-0.0313
Si	0.0289	0.0021	-0.103
Si	-0.0089	0.0414	-0.1782
Si	-0.0073	0.0303	-0.1897
Si	0.0138	0.0447	-0.1914
Si	-0.0245	0.017	-0.2068
Si	0.0109	0.012	0.069
O	-0.0702	-0.0614	0.041
O	-0.0261	0.0229	0.0907
O	-0.0223	0.0742	0.1016
O	0.0175	0.0085	0.0883
O	0.0102	0.0146	0.1496
O	0.0405	-0.0402	0.1274
O	0.046	0.0162	0.2121
O	0.0244	-0.0163	0.1126
O	-0.0058	0.0318	0.1432
O	-0.054	-0.0382	0.1105
O	-0.0235	-0.0215	0.1814
O	0.1182	0.1026	0.2555
O	-0.0203	-0.0165	0.2059
O	-0.0157	0.0004	0.0258
O	0.0199	-0.0103	-0.0914
O	0.0319	-0.0204	0.1212
O	-0.002	-0.002	-0.0175
O	0.0038	0.0064	-0.0308
O	0.0031	0.0097	-0.0234
O	-0.0017	0.0226	-0.0488
O	0.0111	-0.003	-0.1728
O	0.0562	0.0174	-0.1178
O	0.0263	-0.0056	-0.14
O	-0.0199	0.0092	-0.0044
O	0.0167	0.005	-0.0493
O	0.0438	0.0158	-0.1402
O	0.0187	-0.0036	-0.1556
O	0.0958	0.0995	0.0067
O	-0.0031	-0.0251	-0.0878
O	-0.0018	0.0474	-0.1593
O	0.0031	0.0051	-0.0368
O	0.0004	0.006	-0.1042
O	-0.0101	-0.0151	-0.1599
O	0.0064	0.0205	-0.0869
O	0.0243	-0.0438	-0.131
O	0.0061	0.013	0.0623
O	-0.0017	-0.015	-0.0248
O	-0.0227	-0.0056	-0.0884
O	0.0013	0.0225	-0.0817
O	0.0142	-0.0049	0.0335
O	0.0172	-0.0039	0.0333
O	0.0297	-0.0128	-0.0832
O	-0.0033	0.0042	0.0183
O	0.0045	-0.0017	-0.0165
O	0.0046	0.0112	-0.0948
O	0.0012	-0.0266	-0.0828
O	0.0149	-0.0196	-0.0917
O	-0.0039	0.0008	-0.0177
O	-0.0033	-0.0035	-0.0501
O	0.018	-0.005	-0.0449
O	-0.0047	0.0045	-0.0621
O	0.016	0.0225	0.0334
O	-0.0117	-0.01	-0.0143
O	0.0054	-0.0219	-0.0362
O	-0.0001	0.0116	-0.0013
O	-0.0094	0.0039	0.0066
O	0.0302	-0.0087	-0.0887
O	0.0004	-0.0034	-0.012
O	-0.0006	-0.0121	-0.0144
O	0.0078	-0.014	0.0158
O	0.0198	-0.0133	-0.0333
O	0.0178	-0.0187	0.0591
O	-0.001	0.0059	-0.0377
O	0.0102	0.0128	0.0184
O	-0.0223	0.0117	-0.1055
O	-0.0046	0.0233	0.0083
O	0.002	-0.0206	-0.042
O	-0.0076	-0.0038	-0.0136
O	0.004	0.0246	0.0073
O	-0.0004	0.0066	0.0313
O	-0.0394	-0.0067	-0.1708
O	-0.0098	-0.0127	0.022
O	0.0053	-0.0099	-0.0055
O	0.0166	-0.0007	-0.0019
O	0.0088	-0.0032	0.046
O	0.0128	-0.0175	0.0641
O	-0.0013	0.0115	0.1156
O	0.002	0.004	0.0246
O	-0.0127	0.0097	0.0523
O	-0.0137	0.0015	-0.0094
O	0.0052	0.0064	0.048
O	0.0001	-0.0158	-0.0012
O	-0.0571	0.01	0.1392
O	0.0022	0.038	0.0914
O	-0.01	-0.0178	0.0405
O	-0.0342	-0.0337	0.0749
O	-0.0166	-0.0132	0.0572
O	0.0372	-0.0136	0.1091

The program warned: the cutoff lies below the one the program advises for these potential files; the forces do not sum to zero within the program's tolerance; empty levels may hold ghost states of the PAW files; the exchange-correlation potential is rough where the density is thin.
